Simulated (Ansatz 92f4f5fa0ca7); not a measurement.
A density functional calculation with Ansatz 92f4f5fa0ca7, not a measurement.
Periodic cell of 225 atoms, Si133O90H2, from a study of silicon, its oxide and their interface. The atomic structure is a simulated model.
Doubt: the cutoff is far below the 930 eV that the study's wrapper takes by default for these files, so forces and energies are approximate.

Settings: functional PBE; potential files Ansatz PAW; basis plane waves; wave-function cutoff 580 eV; density cutoff ratio 5; exchange-correlation grid ratio 1; k mesh 1 x 1 x 1, Gamma-centred; self-consistency stop 5e-08 eV per atom in the density residual; occupations fixed; spin none; net charge 0.

Cell vectors (angstrom)
a	10.938	0	0
b	0	10.938	0
c	0	0	33.2973

Atoms and the computed forces on them: element, x, y, z (angstrom), force x, y, z (eV/angstrom)
Si	0.4428	-0.3448	25.955	-0.0031	0.0024	-0.0044
Si	5.3339	0.3152	25.7685	0.0054	-0.0028	0.007
Si	2.9519	2.4066	25.7634	0.001	0.0035	0.0056
Si	7.951	3.0314	26.0418	0.0006	-0.0001	0.0066
Si	-0.2751	5.6239	25.7397	0.0016	-0.0025	0.0086
Si	5.85	5.3248	25.8434	-0.0006	-0.0016	0.0046
Si	2.6177	8.3217	25.7037	0.0015	-0.0015	0.0061
Si	8.5721	8.0097	25.773	-0.0013	0.0033	0.0031
Si	1.5065	1.2931	27.2454	-0.0042	0.003	-0.0017
Si	6.7912	1.4092	27.2508	-0.0004	-0.0011	-0.0034
Si	4.1148	4.1206	26.9961	0.0015	-0.003	-0.0017
Si	9.5958	4.1501	27.2425	0.0012	-0.0009	-0.0038
Si	1.3838	6.7838	27.0343	-0.0031	0.0031	-0.0015
Si	6.9748	6.876	27.1651	-0.0001	0.0011	-0.002
Si	4.191	9.5447	27.0199	-0.0013	0.0034	-0.0013
Si	9.6791	9.5278	27.1803	-0.0043	0.0029	-0.0009
Si	2.8437	-0.092	28.5444	0.0029	-0.0036	0.0014
Si	8.2278	-0.0194	28.4956	0.0019	-0.0018	0.0014
Si	0.043	2.6984	28.5091	0.0006	-0.0017	0.0009
Si	5.4078	2.7864	28.5317	-0.0012	0.0018	0.0003
Si	2.7466	5.4432	28.4426	-0.0001	-0.0004	0.0041
Si	8.229	5.4848	28.5847	-0.001	-0.0002	0.0037
Si	0.0591	8.1357	28.5235	0.0019	-0.0041	-0.0004
Si	5.5072	8.1967	28.4716	0	-0.0013	0.0036
Si	4.1018	1.3673	29.8791	0.0868	-0.02	0.2985
Si	9.5708	1.3673	29.8791	0.0503	-0.0687	-0.1087
Si	1.3673	4.1018	29.8791	0.1843	-0.012	-0.1961
Si	6.8362	4.1018	29.8791	-0.1973	0.0866	0.2019
Si	4.1018	6.8362	29.8791	0.0145	-0.0538	-0.4921
Si	9.5708	6.8362	29.8791	0.3231	0.0975	0.526
Si	1.3673	9.5708	29.8791	0.2494	-0.3122	0.0893
Si	6.8362	9.5708	29.8791	0.0675	-0.0174	-0.1324
Si	0	0	31.2463	0	0.0252	-0.0369
Si	5.469	0	31.2463	0.0662	0.1774	-0.0035
Si	2.7345	2.7345	31.2463	-0.0517	-0.0775	-0.0087
Si	8.2035	2.7345	31.2463	-0.0536	0.0118	-0.0263
Si	0	5.469	31.2463	-0.0689	0.085	0.0035
Si	5.469	5.469	31.2463	0.0653	-0.0187	0.0016
Si	2.7345	8.2035	31.2463	-0.0913	0.0661	0.0164
Si	8.2035	8.2035	31.2463	0.0706	0.0356	-0.0088
Si	1.3673	1.3673	32.6136	-0.0059	0.0324	-0.0027
Si	6.8362	1.3673	32.6136	0.03	-0.0845	-0.0071
Si	4.1018	4.1018	32.6136	0.0026	0.0012	-0.019
Si	9.5708	4.1018	32.6136	0.0643	-0.0223	-0.034
Si	1.3673	6.8362	32.6136	0.0585	-0.0797	-0.0143
Si	6.8362	6.8362	32.6136	-0.02	0.0193	-0.0076
Si	4.1018	9.5708	32.6136	0.0405	-0.0539	-0.0376
Si	9.5708	9.5708	32.6136	-0.0316	-0.0141	-0.0123
Si	2.7345	0	0.6835	-0.0152	0.0047	0.0067
Si	8.2035	0	0.6835	0.0114	0.0731	0.0492
Si	0	2.7345	0.6835	-0.0955	0.0216	0.011
Si	5.469	2.7345	0.6835	0.0181	0.0102	0.0136
Si	2.7345	5.469	0.6835	-0.0327	0.0248	0.0397
Si	8.2035	5.469	0.6835	-0.0006	-0.0162	0.008
Si	0	8.2035	0.6835	-0.0015	0.0009	0.0089
Si	5.469	8.2035	0.6835	-0.0298	0.0798	0.0044
Si	4.1018	1.3673	2.0507	-0.0165	-0.0257	0.0385
Si	9.5708	1.3673	2.0507	0.0926	-0.0134	-0.015
Si	1.3673	4.1018	2.0507	-0.044	-0.1172	-0.0167
Si	6.8362	4.1018	2.0507	0.0107	0.0118	0.0379
Si	4.1018	6.8362	2.0507	0.0869	-0.0244	-0.017
Si	9.5708	6.8362	2.0507	-0.0178	0.01	0.0302
Si	1.3673	9.5708	2.0507	-0.0001	0.0241	0.039
Si	6.8362	9.5708	2.0507	-0.0622	-0.1618	-0.0274
Si	0	0	3.418	0.0611	0.358	-0.3525
Si	5.469	0	3.418	-0.2213	-0.1641	0.1478
Si	2.7345	2.7345	3.418	-0.2829	-0.0149	-0.0039
Si	8.2035	2.7345	3.418	0.0549	0.082	0.1418
Si	0	5.469	3.418	0.0269	-0.0722	0.1727
Si	5.469	5.469	3.418	-0.0578	0.2432	-0.1964
Si	2.7345	8.2035	3.418	0.078	0.0412	0.2429
Si	8.2035	8.2035	3.418	-0.3669	-0.1505	-0.3414
Si	1.3391	1.37	4.8114	-0.0008	0.0015	0.0012
Si	6.7948	1.3887	4.7697	0.0013	0.0005	-0.0029
Si	4.0415	4.1677	4.7461	0.0002	0.0029	0.0013
Si	9.5623	4.1137	4.8195	0.0016	0.0001	-0.004
Si	1.3602	6.8438	4.8008	-0.0009	0.0009	-0.0015
Si	6.8117	6.8433	4.7958	-0.0023	0.0002	-0.0001
Si	4.0781	9.5756	4.8501	0.0014	0.0008	-0.0047
Si	9.508	9.6275	4.6863	-0.0004	0.0008	-0.0017
Si	2.6327	-0.0496	6.236	-0.0011	-0.0007	0.0005
Si	8.1569	0.0017	6.0971	0.0008	0.0001	0.0049
Si	-0.0258	2.7516	6.2218	0.0016	-0.0037	0.0019
Si	5.3444	2.7336	6.0501	-0.0004	0.001	0.0026
Si	2.7312	5.5085	6.2309	0.0002	-0.0037	0.0018
Si	8.1324	5.4318	6.1789	-0.0024	-0.0017	0.0001
Si	-0.1261	8.2315	5.995	0.0014	-0.0018	0.0018
Si	5.4577	8.2	6.2339	0.002	-0.0004	0.0004
Si	3.7837	1.6286	7.4211	0.0011	0.0023	0.0026
Si	9.6927	1.1258	7.4546	-0.0033	0.0037	-0.0056
Si	1.598	3.8996	7.5362	-0.0028	0.004	-0.0051
Si	6.5166	4.2075	7.4253	-0.0037	0.0018	-0.0002
Si	4.3909	6.5648	7.5948	0.0005	-0.0045	0.0046
Si	9.2654	7.1289	7.3568	0.0039	-0.0027	0.0001
Si	0.8989	9.7435	7.4385	0	-0.002	0.0015
Si	7.0766	9.3854	7.4991	-0.0059	0.005	-0.0051
O	9.6021	6.8101	25.2389	0.0004	0.0002	-0.0026
O	4.1398	1.3552	25.2389	-0.0017	0.0013	-0.0026
O	8.1902	8.243	7.9696	0.0031	-0.0022	0.0008
O	2.707	2.7555	7.9992	0.0016	-0.0034	-0.0003
O	6.8966	4.125	25.3683	-0.0031	0.0032	-0.0013
O	1.494	9.4804	25.2951	-0.001	0.0014	-0.0012
O	5.4858	5.3822	7.9351	-0.0002	0.0006	-0.0034
O	-0.117	0.0165	7.9091	0.0005	-0.0011	-0.0008
O	6.9642	3.3832	8.7873	0.001	-0.0011	-0.0009
O	6.548	10.148	8.875	-0.0019	0.0018	0.0007
O	10.1501	6.5637	8.6197	-0.0003	0.0006	-0.0022
O	1.1289	8.8514	8.8041	0	-0.0008	-0.0006
O	4.6061	1.059	8.7164	0.0009	-0.002	-0.0017
O	1.0364	4.6235	8.9264	-0.0004	-0.0004	0
O	8.9274	1.5611	8.8561	-0.0013	0.0004	0.0004
O	3.9684	7.0449	9.1134	0.0014	0.0028	-0.0005
O	8.04	8.8415	24.443	-0.0025	0.0041	-0.0029
O	8.7167	2.2893	24.815	0.0019	-0.0016	-0.0023
O	5.5062	6.2605	24.5146	-0.0009	0.0009	-0.0053
O	2.0059	2.8126	24.4649	-0.0038	0.002	-0.0056
O	10.7596	0.438	24.6701	-0.0007	0.0003	0.0031
O	0.1968	4.7696	24.3965	0.0029	-0.0041	-0.0063
O	7.2619	11.885	20.6753	0.0007	0.007	-0.004
O	6.2295	10.7831	24.4578	0.0043	-0.0032	-0.0071
Si	9.6755	1.3613	23.9166	0.0037	-0.0035	-0.0027
Si	4.5821	6.4575	20.5521	-0.0001	-0.0082	0.0151
Si	1.0568	8.8993	10.4317	-0.0011	0.0064	0.0135
Si	17.2816	5.2691	15.8647	0.0093	-0.0077	-0.0083
Si	7.351	2.1654	19.5821	0.0011	-0.0074	-0.0065
Si	19.3109	14.3281	12.6105	0.0074	-0.0057	0.0002
Si	11.0484	4.9762	16.8216	0.0194	-0.0345	-0.039
Si	9.2525	-0.6208	16.4747	0.0306	-0.0056	-0.0325
Si	15.4349	10.5226	19.0227	0.0152	0.0151	-0.0011
Si	12.7201	3.0189	18.2796	-0.0041	-0.0122	-0.0115
Si	8.359	2.9438	9.5054	0.0022	0.0013	0.004
Si	2.9596	8.0153	18.4481	-0.0273	0.0192	0.0903
Si	11.572	1.0915	16.2792	-0.001	-0.0267	-0.0189
Si	0.4361	13.647	13.5347	0.0027	-0.0156	0.0006
Si	4.3136	2.5095	20.0159	-0.0041	0.0003	-0.0018
Si	6.1317	2.4584	14.4422	0.0024	-0.011	-0.0048
Si	7.1064	5.9072	18.8133	0.0037	-0.0053	-0.0031
Si	5.2173	10.7808	9.5905	-0.0007	-0.0031	0.0042
Si	15.1773	6.5739	23.5391	-0.0019	0.0003	0.0082
Si	17.9314	10.2619	20.6717	0.0056	0	0.0008
Si	3.0722	4.3409	21.9366	-0.0056	-0.0024	0.0046
Si	11.4653	9.5811	14.8174	-0.005	-0.2014	0.0321
Si	6.5826	11.6069	16.9849	0.0099	-0.0029	-0.0102
Si	5.2727	8.2964	13.1096	-0.002	0.0041	-0.0038
Si	10.5318	5.2123	9.4294	0.0006	-0.0039	0.0048
Si	3.7112	6.9865	15.4814	0.0417	-0.0639	-0.1021
Si	7.4859	10.1436	23.6214	0.0012	0.0012	0.0006
Si	-2.1923	8.4646	18.8455	0.0014	0.0158	-0.0093
Si	-0.3877	6.8008	12.0538	0.0129	0.0057	0.0145
Si	1.612	11.0051	12.3131	-0.0141	-0.0267	0.0273
Si	11.0483	6.7011	19.0518	0.0081	0.0325	0.0178
Si	3.8461	8.1187	10.3255	-0.0046	0.0032	0.0049
Si	0.8158	3.4976	23.5601	-0.0039	-0.0014	0.003
Si	10.1053	3.7742	19.1491	-0.0028	-0.0123	-0.008
Si	4.8458	11.2819	12.5526	-0.0119	-0.0012	-0.0012
Si	7.8185	6.3062	13.4982	0.0115	0.0042	-0.0096
Si	1.3335	5.3982	14.1382	-0.0041	0.0388	0.0047
O	9.9342	7.7068	19.6658	0.0066	-0.0104	-0.0022
O	5.1044	1.7336	13.3852	0.0046	0.0026	0.0011
O	11.4439	2.8247	19.3201	0.0003	0.0063	-0.0006
O	7.4001	12.5049	18.0724	-0.0027	0.0049	0.0088
O	4.1256	7.9896	14.2493	0.0037	-0.0031	0.0142
O	4.0581	0.9132	19.8567	0.0043	-0.0108	-0.0039
O	2.3494	8.0503	10.9459	0.0057	-0.0007	-0.0085
O	-1.0581	4.0342	17.5126	0.007	0.015	-0.0003
O	7.7302	4.9064	12.627	-0.0032	0.0022	0
O	9.4644	-1.8492	17.5242	-0.0154	0.0018	-0.0003
O	5.8062	14.9046	15.0076	0.0015	0.005	0.0041
O	5.4999	9.925	13.2233	0.0015	-0.0063	-0.0012
O	10.7249	8.167	11.1626	-0.0024	-0.0047	-0.0066
O	17.6631	5.0541	17.4521	-0.0041	0.0024	0.0002
O	1.3396	10.6505	15.7626	0.0023	0.0402	0.0083
O	6.0543	12.4965	15.7701	-0.0025	0.0051	-0.0033
O	1.5787	7.4314	19.142	0.0063	-0.0059	-0.0024
O	19.6807	3.0643	19.7798	0.0004	0.0044	0.0016
O	7.5184	18.3967	18.4321	-0.0024	-0.0015	0.0021
O	12.6644	1.7208	17.3	0.0014	0.0151	0.0147
O	3.2282	11.1038	12.4392	0.0145	0.0026	-0.0059
O	3.2368	7.6319	24.3063	0.0027	-0.0032	-0.0064
O	19.1555	9.6505	19.8028	-0.0008	-0.0033	0.0008
O	9.4261	4.0892	9.0951	-0.0009	-0.0007	-0.0037
O	11.9636	9.8439	13.305	-0.0061	0.0443	0.0042
O	3.906	2.9831	21.5376	0.0009	0.0009	-0.0018
O	4.7148	7.1341	22.0598	0.0031	0.0001	-0.009
O	1.1666	10.4808	10.8356	0.0032	-0.0032	-0.0092
O	5.105	6.3	15.9305	-0.0131	0.0129	0.01
O	18.591	10.5505	16.3675	-0.0036	-0.001	0.0127
O	-2.7708	2.7852	11.1076	-0.0007	0.0013	0.001
O	6.6444	7.424	13.2922	-0.0006	-0.0008	-0.0003
O	5.8888	2.9342	19.7375	0.0015	0.0003	0.0023
O	11.0392	5.1476	15.2206	-0.0122	-0.0093	0.0189
O	16.2105	10.8875	17.628	-0.0094	0.0005	0.0145
O	10.1277	11.627	16.9715	-0.0051	-0.0017	0.0051
O	0.3119	2.128	15.0588	-0.0009	0.0055	0.0026
O	3.5577	5.0937	23.3104	-0.0005	-0.0017	-0.0027
O	14.0421	-3.2685	16.8552	-0.0331	0.0219	-0.0109
O	11.7693	8.0404	15.2217	-0.3212	-0.34	1.6747
O	5.5336	11.3948	11.0666	-0.0011	-0.0001	0.0038
O	4.098	-1.3381	9.6839	0.002	-0.0045	-0.0021
O	8.6542	11.2333	23.2194	-0.0025	-0.0023	0.0006
O	4.8354	7.8625	11.5886	0.0045	0.0005	0.0011
O	10.5958	2.4302	23.0719	0.0012	0.0012	0.0006
O	3.3577	5.3746	20.7021	0.0041	0.0038	-0.0023
O	7.6703	5.8757	15.0872	-0.0055	-0.0027	0.0079
O	-0.4838	5.5368	11.0148	-0.0026	0.0008	-0.0022
O	9.8515	9.8887	15.0098	0.0218	0.0099	0.0137
O	0.9253	12.453	12.5492	-0.0023	0.0162	0.0021
O	6.9431	9.6513	22.173	0	0.0004	-0.0037
O	1.5482	3.9091	13.48	0.0006	0.0007	0.0027
O	4.1811	7.4032	19.3138	-0.0096	0.0109	-0.0213
O	2.6936	5.8562	14.8926	0.019	0.0081	0.0142
O	9.9467	14.2482	13.0212	-0.0037	0.0016	-0.0025
O	3.1671	9.6333	18.6812	-0.0034	-0.0173	-0.0085
O	9.2372	6.9679	13.0239	-0.0114	-0.0061	0.0002
O	16.9422	5.8418	20.0361	0.0005	0.0008	-0.0009
O	0.8953	6.4574	12.9928	-0.0027	-0.0119	-0.0034
O	10.8636	6.5003	17.4192	-0.0636	-0.0046	-0.0036
O	16.5242	9.7903	19.9941	-0.0119	0.0048	-0.0074
O	1.4942	4.0137	22.1619	0.0063	0.0021	-0.0047
O	10.6857	5.2365	19.7431	0.0073	0.0104	-0.012
O	23.4202	4.3769	17.3756	-0.0067	0.0069	0.008
O	14.1954	3.1756	18.9435	0.0007	-0.0003	0.005
O	7.5891	2.4713	13.7096	-0.0039	0.0014	0.0016
H	8.2885	5.3079	19.4151	-0.0042	0.0015	-0.0022
H	11.4818	7.7422	16.163	0.302	0.4617	-1.7016

Results
free energy: -135767.598 eV
free energy less fixed offsets of H -15.97, O -568.88, Si -635.61 eV per atom: -0.328 eV

The program warned: the cutoff lies below the one the program advises for these potential files; the forces do not sum to zero within the program's tolerance; the exchange-correlation potential is rough where the density is thin.
